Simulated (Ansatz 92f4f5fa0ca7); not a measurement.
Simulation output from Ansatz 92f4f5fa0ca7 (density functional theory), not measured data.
Periodic cell of 212 atoms, Si132O80, from a study of silicon, its oxide and their interface. The atomic structure is a simulated model.
Doubt: the cutoff is far below the 930 eV that the study's wrapper takes by default for these files, so forces and energies are approximate.
This geometry differs little from another in the collection (a relaxation step or a small displacement).

Settings
functional: PBE
potential files: Ansatz PAW
basis: plane waves
wave-function cutoff: 580 eV
density cutoff ratio: 5
exchange-correlation grid ratio: 1
k mesh: 1 x 1 x 1, Gamma-centred
self-consistency stop: 5e-08 eV per atom in the density residual
occupations: fixed
spin: none
net charge: 0

Cell vectors (angstrom)
a, 10.938, 0, 0
b, 0, 10.938, 0
c, 0, 0, 31.1504

Atoms and the computed forces on them: element, x, y, z (angstrom), force x, y, z (eV/angstrom)
Si, -0.4994, 0.3036, 23.7794, -0.0048, -0.0058, -0.0016
Si, 6.1381, -0.4356, 23.5682, -0.0038, -0.001, 0.0003
Si, 2.2375, 3.2497, 23.8536, 0.0023, -0.0093, -0.0018
Si, 8.8016, 2.1643, 23.8887, -0.0016, 0.0032, 0.0013
Si, 0.4278, 4.86, 23.9791, -0.0072, 0.0164, 0.0041
Si, 5.0838, 6.0011, 23.6228, -0.0021, -0.0059, -0.0023
Si, 3.3079, 7.7236, 23.7457, 0.004, 0.0126, 0.0031
Si, 7.8979, 8.747, 23.7509, 0.0045, 0.0039, 0.0012
Si, 1.366, 1.3108, 24.902, 0.003, 0.0032, -0.0025
Si, 6.9045, 1.3038, 24.988, 0.0026, -0.0025, -0.0052
Si, 4.1417, 4.1756, 24.9045, 0.0041, 0.0008, -0.0031
Si, 9.5922, 3.9794, 25.1636, 0.0023, -0.0034, -0.0069
Si, 1.4409, 6.7978, 24.9499, -0.0039, -0.0115, -0.011
Si, 6.8696, 6.9027, 24.8973, -0.001, 0.0009, -0.0018
Si, 4.2724, 9.5684, 24.8611, -0.0025, -0.0079, -0.0066
Si, 9.534, 9.6172, 25.1924, -0.0015, -0.0015, -0.0019
Si, 2.7954, -0.0414, 26.2588, 0.0008, 0.0003, 0.0019
Si, 8.1728, 0.024, 26.4883, -0.0003, -0.0001, 0.0063
Si, 0.0735, 2.6365, 26.4364, -0.0065, -0.0052, 0.0111
Si, 5.4817, 2.7337, 26.2811, -0.0014, 0.0009, 0.0016
Si, 2.7668, 5.4533, 26.3832, -0.0041, -0.0026, 0.0142
Si, 8.1852, 5.4799, 26.3261, 0.0007, 0.0011, 0.0018
Si, 0.0433, 8.1659, 26.3407, -0.0015, 0.0032, 0.0043
Si, 5.516, 8.204, 26.363, 0.0001, 0.0037, 0.0058
Si, 4.1018, 1.3673, 27.7322, 0.0219, 0.015, -0.661
Si, 9.5708, 1.3673, 27.7322, 0.1038, -0.0181, 0.8525
Si, 1.3673, 4.1018, 27.7322, 0.3127, -0.1755, 0.2383
Si, 6.8362, 4.1018, 27.7322, -0.1303, 0.0025, -0.3959
Si, 4.1018, 6.8362, 27.7322, 0.1434, 0.1499, 0.0499
Si, 9.5708, 6.8362, 27.7322, 0.0618, -0.0877, -0.3043
Si, 1.3673, 9.5708, 27.7322, 0.3294, -0.036, -0.4752
Si, 6.8362, 9.5708, 27.7322, -0.2124, -0.1831, 0.6712
Si, 0, 0, 29.0994, -0.1232, 0.0558, 0.0282
Si, 5.469, 0, 29.0994, 0.002, -0.0986, 0.0256
Si, 2.7345, 2.7345, 29.0994, -0.0264, 0.0997, 0.0257
Si, 8.2035, 2.7345, 29.0994, 0.1494, 0.0399, 0.0197
Si, 0, 5.469, 29.0994, -0.0727, -0.0549, -0.0181
Si, 5.469, 5.469, 29.0994, -0.0427, 0.0294, 0.0046
Si, 2.7345, 8.2035, 29.0994, 0.0615, 0.0591, 0.0068
Si, 8.2035, 8.2035, 29.0994, -0.0422, 0.0899, 0.0146
Si, 1.3673, 1.3673, 30.4667, 0.0238, -0.0483, -0.0007
Si, 6.8362, 1.3673, 30.4667, -0.0301, 0.0361, -0.0468
Si, 4.1018, 4.1018, 30.4667, 0.033, -0.0411, 0.0127
Si, 9.5708, 4.1018, 30.4667, -0.0125, 0.0137, -0.0118
Si, 1.3673, 6.8362, 30.4667, 0.0103, 0.0028, -0.041
Si, 6.8362, 6.8362, 30.4667, 0.0645, -0.0533, -0.0047
Si, 4.1018, 9.5708, 30.4667, -0.0617, 0.0202, -0.0158
Si, 9.5708, 9.5708, 30.4667, 0.0947, -0.0901, 0.0014
Si, 2.7345, 0, 0.6835, 0.0384, -0.0244, 0.033
Si, 8.2035, 0, 0.6835, -0.0424, 0.0557, 0.0089
Si, 0, 2.7345, 0.6835, -0.0785, 0.0401, -0.0177
Si, 5.469, 2.7345, 0.6835, 0.0551, -0.0336, 0.0201
Si, 2.7345, 5.469, 0.6835, -0.0401, 0.0143, 0.0184
Si, 8.2035, 5.469, 0.6835, 0.0289, 0.013, 0.0382
Si, 0, 8.2035, 0.6835, -0.0145, -0.0077, 0.0248
Si, 5.469, 8.2035, 0.6835, -0.0656, 0.0977, -0.0253
Si, 4.1018, 1.3673, 2.0507, -0.0387, 0.0345, -0.032
Si, 9.5708, 1.3673, 2.0507, 0.1838, 0.0376, -0.0303
Si, 1.3673, 4.1018, 2.0507, 0.0073, -0.061, 0.0138
Si, 6.8362, 4.1018, 2.0507, -0.0527, -0.0171, -0.0008
Si, 4.1018, 6.8362, 2.0507, 0.1016, 0.0174, -0.0146
Si, 9.5708, 6.8362, 2.0507, -0.0109, 0.0241, 0.0024
Si, 1.3673, 9.5708, 2.0507, -0.1256, -0.0739, -0.0002
Si, 6.8362, 9.5708, 2.0507, 0.0345, -0.146, -0.0317
Si, 0, 0, 3.418, -0.0667, 0.2168, -0.5153
Si, 5.469, 0, 3.418, -0.1285, 0.1643, 0.5267
Si, 2.7345, 2.7345, 3.418, 0.141, -0.1221, -0.3708
Si, 8.2035, 2.7345, 3.418, 0.0417, 0.104, 0.5698
Si, 0, 5.469, 3.418, -0.1159, -0.0152, 0.334
Si, 5.469, 5.469, 3.418, -0.0627, -0.0096, -0.3268
Si, 2.7345, 8.2035, 3.418, -0.0811, -0.0882, 0.4009
Si, 8.2035, 8.2035, 3.418, -0.2714, 0.0607, -0.5964
Si, 1.3818, 1.3549, 4.7415, -0.0114, -0.0058, -0.0082
Si, 6.8062, 1.4126, 4.8565, 0.0246, 0.0016, -0.0155
Si, 4.074, 4.123, 4.7511, 0.0137, 0.0126, -0.0022
Si, 9.5696, 4.1296, 4.8652, 0.0068, 0.0165, 0.0082
Si, 1.3556, 6.8154, 4.8328, -0.0014, -0.0101, 0.0054
Si, 6.8275, 6.8445, 4.7411, 0.008, 0.0152, 0.0067
Si, 4.0576, 9.5909, 4.8376, -0.0099, 0.0035, -0.0066
Si, 9.4742, 9.6572, 4.6903, -0.0184, -0.0047, -0.0043
Si, 2.6903, 0.0409, 6.2324, 0.0037, 0.0129, 0.0128
Si, 8.1354, -0.0149, 6.2088, 0.0075, -0.0237, 0.0188
Si, 0.0591, 2.6968, 6.1464, 0.0052, -0.0064, -0.0015
Si, 5.4655, 2.8723, 6.1972, -0.0505, 0.0199, 0.0619
Si, 2.6644, 5.3308, 6.2219, -0.0151, 0.009, -0.0032
Si, 8.1938, 5.585, 6.2275, -0.0352, -0.0377, -0.0023
Si, -0.0841, 8.3163, 5.9863, 0.0098, -0.0103, 0.0054
Si, 5.3922, 8.128, 6.1189, 0.0402, -0.0176, 0.0018
Si, 3.765, 1.794, 7.4216, -0.0051, -0.0093, -0.0246
Si, 10.0068, 0.9407, 7.3205, -0.004, 0.0082, 0.0021
Si, 1.8467, 3.4383, 7.547, 0.0132, 0.0131, 0.0014
Si, 6.3252, 4.7799, 7.4425, 0.028, 0.1288, -0.3603
Si, 4.4371, 6.3341, 7.3631, -0.0279, -0.0507, -0.0121
Si, 9.0342, 7.5677, 7.2809, 0.0261, -0.0085, 0.0575
Si, 0.7305, 10.0951, 7.292, -0.0053, -0.009, 0.0211
Si, 7.1289, 9.0699, 7.3678, -0.0009, 0.0389, 0.0161
O, 0.7002, 9.508, 8.8664, 0.0054, 0.0175, -0.0272
O, 1.2663, 3.62, 9.092, -0.0029, -0.0083, -0.0032
O, 9.7233, 1.4224, 8.899, -0.0001, -0.002, -0.0132
O, 6.6099, 9.1976, 8.9488, 0.0023, -0.0026, -0.0045
O, 4.5198, 1.1803, 8.7822, 0.0088, 0.0031, 0.0062
O, 3.822, 6.6013, 8.8901, 0.013, 0.0086, 0.0069
O, 6.7417, 4.8841, 9.0685, 0.1814, -0.0427, 0.4024
O, 9.5288, 7.6922, 8.8872, -0.1397, -0.1165, -0.1625
O, 2.2659, 3.2276, 22.1562, -0.0006, 0.0015, 0.003
O, 5.9946, 11.0727, 21.9902, 0.0008, -0.0001, 0.002
O, 8.4186, 2.6929, 22.3728, -0.0001, -0.0001, 0.0027
O, 0.006, 4.6736, 22.3422, 0.0024, -0.0024, 0.0014
O, 8.701, 8.4758, 22.2996, -0.0023, -0.0005, -0.0007
O, 2.8606, 8.1919, 22.2037, 0.0001, -0.0013, 0.0002
O, 5.628, 5.7099, 22.0654, -0.0002, 0.0013, 0.0023
O, 10.5695, 10.4473, 22.2943, 0.0005, 0.0024, 0.0007
Si, 1.3324, 4.3655, 21.4079, -0.0008, 0.0011, -0.0058
Si, 1.4693, 3.7085, 15.6707, -0.0019, -0.0011, -0.0085
Si, 8.7459, 0.7167, 9.9988, 0.0038, -0.007, 0.026
Si, 6.1751, 0.8369, 20.5227, -0.0012, 0.0006, -0.0034
Si, 0.308, 13.3978, 19.3415, -0.001, -0.0003, -0.0039
Si, 4.0395, 6.7489, 10.5002, -0.0055, 0.0245, 0.0183
Si, 10.0655, 9.0518, 21.5748, -0.0008, -0.001, -0.0019
Si, 3.5923, 7.5807, 18.986, -0.0004, -0.0009, -0.0039
Si, 8.5887, 5.4712, 19.3782, -0.0002, 0.0003, -0.0028
Si, 5.0612, 14.0839, 19.0608, -0.0003, -0.0005, -0.0039
Si, 0.1048, 10.5939, 14.544, -0.0008, 0.001, -0.0094
Si, 6.0574, 9.2273, 10.4867, 0.0047, -0.002, 0.0148
Si, -2.5263, 1.9681, 12.9536, 0.008, 0.0137, -0.0022
Si, 4.7813, 10.2702, 18.1166, -0.0009, -0.0002, -0.0032
Si, 8.2275, 0.1502, 15.334, 0.0005, 0.002, -0.0064
Si, 6.0835, 3.6352, 14.0028, 0.0099, -0.0025, -0.0019
Si, 12.7339, 7.3956, 21.2496, -0.0009, 0.0003, -0.0022
Si, -3.8073, 8.715, 16.6929, 0, -0.0008, -0.0043
Si, 0.4412, 2.3415, 13.2032, -0.0044, 0.003, -0.0119
Si, 5.8728, 6.6292, 14.8456, -0.0027, 0.0024, -0.0008
Si, 3.1046, 6.3782, 16.2486, 0.0011, -0.0019, -0.0051
Si, 6.971, 13.3992, 16.5553, -0.0001, -0.0002, -0.0047
Si, 1.3715, 3.7763, 10.712, -0.0249, 0.0145, 0.0066
Si, 7.8859, 5.1188, 10.2019, 0.1996, -0.2471, -0.0848
Si, 1.0723, 6.8272, 11.5447, -0.0294, -0.0008, -0.0101
Si, 7.457, 7.4608, 12.3557, -0.0153, 0.0453, -0.0052
Si, 8.7692, 2.5247, 20.8046, -0.0002, 0.0009, -0.0035
Si, 2.7316, 12.7134, 17.7687, -0.0017, 0.0012, -0.0044
Si, 5.6609, 5.9037, 20.4437, 0, 0.0001, -0.0045
Si, 5.6423, 1.1824, 9.9711, -0.0078, -0.0188, 0.0036
Si, 4.4601, 3.7691, 11.481, -0.0019, -0.0066, 0.019
Si, -0.6255, 7.8713, 13.6993, 0.004, 0.0059, -0.0015
Si, -0.5705, 8.8622, 9.6878, 0.0584, 0.0785, 0.0946
Si, -1.3098, 3.833, 17.0582, -0.0005, 0.0004, -0.0054
Si, 0.5444, 8.3203, 16.2792, -0.0018, 0.0025, -0.0058
Si, -1.3848, 8.2401, 18.7772, -0.0023, -0.0009, -0.0017
O, 4.7296, 3.6401, 13.092, -0.0069, -0.0006, -0.0066
O, 9.3217, -0.8503, 10.0847, -0.0079, 0.0004, 0.0052
O, 1.8912, 7.4389, 16.2215, -0.0022, 0.0013, 0.0017
O, 1.3478, 3.3886, 14.0734, -0.0026, -0.0044, 0.0021
O, 8.1455, 8.5047, 17.9649, -0.0006, -0.0005, 0.0017
O, 5.0441, 4.6147, 19.6996, -0.0005, 0.0011, 0.0017
O, 0.8615, 5.2765, 11.0972, 0.0076, 0.0204, 0.0018
O, 2.1132, 5.7965, 21.4487, -0.0008, -0.0013, -0.0001
O, -0.0155, 4.2419, 16.1549, -0.0016, 0.0003, 0.0032
O, 4.7058, 5.3489, 11.0685, 0.0177, 0.0069, -0.0126
O, -1.3503, 6.7701, 19.5405, -0.0008, 0.0002, 0.0001
O, 6.2414, 7.3833, 13.4429, -0.0012, 0.0037, -0.0031
O, 3.6281, 3.0133, 18.3221, 0.0001, 0.0003, 0.0017
O, 5.7865, 9.5814, 17.0361, -0.0021, 0.0012, 0.0019
O, 8.8993, 7.3743, 13.0838, 0.0141, -0.005, -0.0002
O, 5.4199, 2.6097, 10.7758, 0.0117, 0.0051, -0.0211
O, 11.244, 7.9046, 21.6717, -0.0003, 0.0001, 0.0006
O, 6.2832, 13.8447, 17.9702, -0.0022, -0.0001, 0.002
O, -3.6716, 8.8606, 11.536, -0.0052, -0.02, 0.0045
O, 0.6243, 2.6233, 11.6046, 0.0168, -0.0076, 0.0135
O, 7.4313, 11.8299, 16.5649, -0.0009, 0.0003, 0.0012
O, -0.7183, 2.724, 18.1019, -0.0002, -0.0009, 0.0027
O, 5.9236, 2.6639, 15.3098, -0.0011, -0.0016, 0.0038
O, 10.2767, 1.903, 20.5421, -0.0013, -0.0005, 0.0009
O, 4.7671, 7.2098, 20.0581, -0.0007, -0.0005, 0.0011
O, 5.4303, -0.2206, 10.8234, 0.0006, 0.0117, -0.0061
O, 5.1759, 2.1176, 20.3301, -0.0008, -0.001, 0.0012
O, 9.8448, 11.263, 15.4478, -0.0019, -0.0001, 0.0022
O, -3.135, 11.6907, 13.8765, -0.002, -0.0023, 0.0029
O, 3.7173, 6.505, 17.7614, -0.0002, 0.0008, 0.003
O, 9.209, 4.3499, 10.2551, -0.2392, 0.0351, -0.0679
O, 7.3944, 6.2132, 11.2703, -0.1056, 0.1908, 0.0855
O, 0.9645, 14.8132, 19.8962, 0.0006, 0.0009, 0.0024
O, 3.7956, 11.4737, 17.5454, -0.0003, -0.0005, 0.001
O, -3.0725, 9.5077, 15.4623, -0.0023, -0.0027, 0.002
O, 2.1071, 7.6107, 19.6724, -0.002, -0.0002, 0.0015
O, 7.3104, 3.1777, 13.0084, -0.007, -0.002, 0.0048
O, 8.3731, 3.2364, 16.2028, -0.0021, -0.0005, 0.0024
O, -2.0264, 16.0225, 17.8218, -0.0015, 0.0004, 0.0017
O, 0.6417, 7.0008, 13.1161, 0.0038, 0.0049, -0.0429
O, 8.7189, 4.0572, 20.2041, -0.0011, -0.0011, 0.0015
O, 7.1516, 6.0977, 19.8187, -0.0024, -0.0005, 0.0009
O, -4.2508, 7.2565, 16.114, 0.0006, 0.0009, 0.0031
O, 2.9335, 3.4741, 11.0908, -0.0099, 0.0008, -0.0053
O, 2.5645, 4.8773, 15.9347, -0.0004, 0.0003, 0.0018
O, 4.2667, 6.7227, 15.1461, -0.0018, -0.0002, 0.0024
O, 11.0566, 7.9852, 10.873, 0.0165, -0.0331, 0.0064
O, 11.7985, 11.7523, 13.6738, -0.0039, 0.0041, 0.0037
O, 5.7356, 10.7158, 19.3643, -0.0001, 0.0009, 0.0019
O, -0.1144, 8.4208, 17.762, 0.0011, -0.0006, -0.0021
O, 2.65, 7.1254, 11.2667, 0.0134, -0.0117, -0.0088
O, -0.456, -1.4461, 13.4556, 0, 0.0017, 0.01
O, 1.9814, 24.2043, 16.4167, 0.0007, -0.0016, 0.004
O, 7.693, 1.4159, 20.2417, -0.0009, 0.0002, 0.0007
O, 1.5237, 12.3997, 18.8631, -0.0015, -0.0003, 0.0016
O, -4.5671, 5.099, 14.6414, 0.0013, -0.0028, -0.0001
O, -3.7339, 1.0277, 9.4391, -0.0026, 0.006, -0.0025
O, 9.728, 9.3294, 19.9947, 0.0009, 0.001, 0.0013
O, -5.9735, 8.0576, 10.7326, -0.0107, -0.0252, -0.0047
O, 1.003, 9.7819, 15.6528, -0.0006, -0.0042, 0.0038
O, -1.1371, 2.562, 13.5539, 0.0036, -0.0077, 0.001
O, 3.7334, 9.1223, 18.5367, -0.0008, 0, 0.0008
O, -0.5954, 7.6333, 15.3181, 0.0006, 0.0023, 0
O, 8.7351, 1.3549, 11.4872, -0.0026, -0.015, -0.0137

Results
free energy: -129407.124 eV
free energy less fixed offsets of O -568.88, Si -635.61 eV per atom: 3.796 eV

The program warned: the cutoff lies below the one the program advises for these potential files; the exchange-correlation potential is rough where the density is thin.
